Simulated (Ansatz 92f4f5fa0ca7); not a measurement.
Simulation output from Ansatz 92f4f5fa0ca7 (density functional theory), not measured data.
Periodic cell of 226 atoms, Si132O92As2, from a study of silicon, its oxide and their interface. The atomic structure is a simulated model.

Settings: functional PBE; potential files Ansatz PAW; basis plane waves; wave-function cutoff 700 eV; density cutoff ratio 5; exchange-correlation grid ratio 1; k mesh 2 x 2 x 1, shifted by 0.5 0.5 0.5 of a step; self-consistency stop 5e-08 eV per atom in the density residual; occupations fixed; spin none; net charge 0.

Cell vectors (angstrom)
a  10.938  0  0
b  0  10.938  0
c  0  0  31.9494

Atoms and the computed forces on them: element, x, y, z (angstrom), force x, y, z (eV/angstrom)
As  10.6809  -0.0326  23.9914  0.0256  0.0119  0.024
Si  5.0288  0.1334  24.64  -0.0164  0.0112  -0.0307
Si  2.7934  2.3523  24.5893  0.0203  0.0031  -0.036
Si  8.459  2.4394  24.5364  0.0057  0.0277  -0.0085
Si  10.6655  5.5623  24.311  -0.0088  0.0028  -0.0153
Si  5.1512  5.6311  24.429  0.0154  0.006  -0.0219
Si  2.919  7.9262  24.3854  0.0234  -0.0041  -0.0295
Si  8.431  7.8637  24.3833  -0.0268  -0.0426  -0.0355
As  1.2953  1.1996  26.0206  -0.07  -0.0727  -0.0698
Si  6.747  1.3515  25.7505  0.0004  -0.0163  -0.0133
Si  3.9877  4.0493  25.7584  -0.0003  -0.0174  -0.0133
Si  9.6741  3.9821  25.8238  0.0246  0.0059  -0.0047
Si  1.296  6.7748  25.664  0.0128  -0.019  0.0145
Si  6.8202  6.7423  25.7314  -0.0004  0.0059  -0.0135
Si  3.9607  9.4676  25.9168  -0.032  0.0184  0.0012
Si  9.5345  9.5236  25.6952  0.0456  0.0521  0.0259
Si  2.7228  -0.1057  27.3777  0.0308  -0.0333  -0.0143
Si  8.1624  -0.0347  27.0865  0.001  -0.0123  -0.0025
Si  0.0609  2.7567  27.3221  -0.0401  0.0527  -0.0117
Si  5.436  2.7426  27.1419  0.0053  0.01  -0.0041
Si  2.6566  5.4505  27.1212  -0.0071  0.0002  -0.0008
Si  8.2009  5.373  27.1141  -0.0045  0.0223  -0.0098
Si  -0.0001  8.1994  27.082  0.0234  0.0007  -0.0073
Si  5.504  8.1612  27.1491  0.0023  -0.0159  -0.0023
Si  4.128  1.3587  28.5624  0.0163  0.0063  0.0118
Si  9.5324  1.3352  28.512  -0.0259  -0.0178  -0.0139
Si  1.4039  4.1342  28.6205  -0.0014  0.0148  -0.0015
Si  6.8198  4.0835  28.5265  -0.0178  -0.0197  -0.017
Si  4.0925  6.8051  28.4836  -0.0176  -0.0118  -0.0069
Si  9.5549  6.8154  28.4547  -0.0067  -0.0062  0.0057
Si  1.2933  9.4929  28.6122  -0.0162  -0.0184  -0.0273
Si  6.8487  9.5504  28.5199  -0.0144  -0.0016  -0.0089
Si  -0.0323  -0.0005  29.9132  -0.0126  0.0065  0.0058
Si  5.4941  -0.0171  29.9053  -0.0005  0.017  -0.004
Si  2.7566  2.7238  29.9238  0.0159  -0.0106  0.0044
Si  8.1908  2.7264  29.8914  0.0135  -0.014  0.0026
Si  -0.023  5.4963  29.9013  0.0041  0.0091  0.0036
Si  5.4599  5.4638  29.8867  -0.0012  0.0143  0.0055
Si  2.7476  8.1682  29.9026  0.0129  -0.0155  -0.0029
Si  8.2186  8.1858  29.8756  0.0107  -0.0055  0.0136
Si  1.3673  1.3673  31.2657  0.0021  0.0114  -0.0059
Si  6.8362  1.3673  31.2657  0.1239  -0.0223  0.0986
Si  4.1018  4.1018  31.2657  0.1184  -0.0092  0.1406
Si  9.5708  4.1018  31.2657  -0.1053  -0.0509  -0.0932
Si  1.3673  6.8362  31.2657  0.0107  -0.0309  0.129
Si  6.8362  6.8362  31.2657  0.0395  0.0141  -0.1618
Si  4.1018  9.5708  31.2657  0.0161  -0.0618  -0.0593
Si  9.5708  9.5708  31.2657  -0.2088  -0.1602  0.0871
Si  2.7345  0  0.6835  0.0109  0.0569  -0.029
Si  8.2035  0  0.6835  -0.0015  0.0733  -0.1456
Si  0  2.7345  0.6835  0.0608  0.0729  -0.0158
Si  5.469  2.7345  0.6835  -0.0198  0.0858  0.0498
Si  2.7345  5.469  0.6835  -0.0541  -0.024  -0.1031
Si  8.2035  5.469  0.6835  0.0014  0.089  -0.0659
Si  0  8.2035  0.6835  0.0575  0.0932  0.0821
Si  5.469  8.2035  0.6835  0.0362  0.1067  0.0248
Si  4.097  1.3768  2.0587  0.0036  -0.0096  0.0013
Si  9.5946  1.347  2.0398  0.0082  -0.0112  0.003
Si  1.3522  4.1343  2.051  -0.0126  0.0101  -0.0006
Si  6.8274  4.1316  2.0412  -0.0155  0.0113  0.0022
Si  4.0895  6.8451  2.0397  0.001  -0.0063  -0.0032
Si  9.5743  6.8366  2.0589  0.0064  -0.0097  0.0016
Si  1.3586  9.6008  2.0523  -0.0132  0.0087  -0.0025
Si  6.8277  9.6104  2.0425  -0.0105  0.0057  0.0018
Si  0.0315  0.034  3.468  0.0044  0.0014  -0.0048
Si  5.4814  0.0341  3.4437  0.0091  -0.0009  0.0154
Si  2.7123  2.7644  3.3936  0.0039  -0.003  0.0169
Si  8.2528  2.774  3.3316  0.0023  0.0044  0.0235
Si  0.0262  5.512  3.4669  0.0098  0.0016  0.0016
Si  5.4717  5.521  3.4187  0.0042  0.0002  0.0157
Si  2.7335  8.2357  3.3874  0.0043  -0.0034  0.0197
Si  8.2404  8.2811  3.3746  0.0061  0.0017  0.0222
Si  1.3777  1.4487  4.8386  -0.0141  0.0047  -0.0026
Si  6.9099  1.4666  4.7147  0.0041  -0.0035  0.0114
Si  4.0585  4.1448  4.7399  0.0005  0.0045  0.0087
Si  9.5997  4.0703  4.7664  0.0089  -0.0197  0.0073
Si  1.3663  6.9662  4.8291  -0.0097  0.0069  -0.0024
Si  6.8403  6.9818  4.7174  -0.014  0.0028  0.0026
Si  4.0943  9.5639  4.7754  -0.0004  -0.003  -0.0022
Si  9.6222  9.5694  4.8241  0.0123  -0.015  -0.0008
Si  2.7556  0.0189  6.1219  0.0017  -0.0156  0.02
Si  8.2919  0.1048  6.072  -0.002  0.0128  0.0129
Si  0.0114  2.7864  6.2928  -0.0083  -0.0101  -0.0274
Si  5.5067  2.8243  6.0481  -0.0001  -0.0048  -0.005
Si  2.7497  5.5773  6.1164  0.006  -0.0024  0.0204
Si  8.2507  5.5832  5.9378  -0.0089  0.0104  0.0207
Si  0.0443  8.2941  6.3534  0.0016  -0.0074  -0.0192
Si  5.4962  8.29  6.2065  -0.0047  -0.0034  -0.0091
Si  4.4218  1.1649  7.302  -0.0051  -0.0131  0.0197
Si  9.808  1.1291  7.5991  -0.0206  -0.0244  0.0315
Si  1.1737  4.4911  7.483  0.0151  0.0245  0.0343
Si  6.6357  4.5253  7.2208  0.0101  0.0148  0.0181
Si  4.321  6.6858  7.5128  -0.0099  -0.0224  0.0212
Si  9.7271  6.5979  7.4757  -0.0269  -0.0328  0.0232
Si  1.2774  9.9233  7.6845  0.0163  0.0225  0.0278
Si  6.7183  9.9523  7.3927  0.0078  0.0191  0.0302
O  9.2323  1.1856  23.8025  -0.0179  0.0183  0.006
O  4.0881  6.8182  23.963  -0.0218  0.0143  -0.0356
O  3.911  1.2443  24.0815  0.0114  -0.021  -0.0202
O  9.4874  6.6654  23.8913  0.0179  0.0086  -0.0321
O  -0.0258  5.5368  7.9944  -0.0033  -0.0015  0.0216
O  5.5727  0.117  7.8919  0.006  0.0008  0.0311
O  0.0712  0.0742  8.1268  -0.0006  -0.0006  0.0192
O  5.5327  5.5969  7.8564  0.0015  0.0056  0.0298
O  7.5894  3.9257  8.4025  -0.0167  -0.0154  0.0068
O  8.72  7.0263  8.7313  0.0258  0.0197  -0.0053
O  2.1717  9.4309  9.0217  -0.0216  -0.0097  -0.0118
O  8.8799  1.6413  8.8964  0.0294  0.0163  -0.014
O  7.6158  9.4559  8.6882  -0.0208  -0.0228  0.0035
O  3.5921  1.8027  8.5628  0.0197  0.018  0.0063
O  3.5729  7.1946  8.9143  0.0167  0.0177  -0.0055
O  2.0611  3.9983  8.7925  -0.0144  -0.0142  -0.0072
O  8.0351  3.6189  23.4444  -0.0316  -0.0344  -0.0165
O  0.3941  4.9107  22.9174  -0.017  -0.0114  0.0147
O  1.7983  2.7387  23.3427  0.0186  0.0206  -0.0094
O  5.721  4.9139  23.0533  0.011  0.0007  0.0096
O  5.4747  10.075  23.4142  0.0166  0.0273  -0.006
O  2.3454  8.5819  22.9871  -0.0068  -0.0091  0.0094
O  -0.2268  9.3409  22.7891  0.0274  -0.0055  -0.0049
O  7.6917  8.5481  23.0731  0.0068  -0.0013  0.0111
Si  8.6421  7.6124  18.3766  -0.0005  -0.0036  -0.0035
Si  8.7844  6.3216  13.5997  -0.0069  -0.0013  0.0154
Si  3.798  1.4655  14.6801  -0.0056  -0.0029  0.0026
Si  2.1438  5.6066  17.5555  0.0029  0.0007  -0.0053
Si  2.3707  3.0405  19.5059  0.0061  0.0055  0.006
Si  9.8167  8.9962  12.0591  0.0024  -0.0047  -0.0051
Si  1.1583  9.0863  21.9634  0.0014  0.0062  0.004
Si  9.1837  0.9375  13.1758  0  -0.0009  0.0002
Si  1.4016  4.9952  12.9795  0.0002  -0.0021  0.0007
Si  1.7912  8.1909  12.7905  0.0013  -0.0008  0.004
Si  6.6131  9.5542  22.3816  -0.0091  0.0111  0.0054
Si  4.5517  4.5125  15.65  -0.0006  0.0016  -0.0004
Si  8.1969  2.9832  9.5544  -0.0073  0.0062  -0.0066
Si  0.8523  8.1004  19.121  -0.0032  -0.0055  -0.0062
Si  6.9414  1.3331  21.0724  -0.0048  0.0038  0.0074
Si  8.2209  8.2878  9.6496  -0.0021  -0.001  -0.0058
Si  10.8504  5.0982  15.5451  -0.002  0.0019  0.0005
Si  7.5612  9.4422  16.2751  -0.0005  -0.0058  -0.0024
Si  9.899  2.0224  20.272  -0.0016  -0.0024  0.0045
Si  3.2072  8.4754  9.8932  0.0094  -0.0044  0.0025
Si  6.6711  3.2755  17.3907  -0.0011  -0.0026  -0.0009
Si  1.0604  0.0861  19.8114  -0.0073  0.0019  0.0017
Si  3.2293  2.7636  12.2682  -0.0025  -0.0049  -0.0026
Si  7.1751  5.3413  19.6509  0.0015  -0.0043  0.007
Si  5.7454  8.6281  11.5138  -0.0004  -0.0009  -0.0022
Si  5.7871  6.0331  13.166  -0.0019  0.0009  0.002
Si  4.6346  9.655  17.5859  -0.009  -0.0009  0.0051
Si  0.9713  3.5509  22.186  0.0124  -0.0127  0.0039
Si  4.8662  1.4285  18.7838  0  -0.0012  0.0019
Si  3.187  3.0608  9.4916  0.0073  -0.0036  -0.0064
Si  6.4658  10.7711  13.7492  -0.0014  -0.0015  -0.0018
Si  10.3487  0.0617  15.9478  0.0048  0.0071  -0.0014
Si  5.6558  3.6215  11.1256  -0.0016  -0.0044  -0.0055
Si  9.8443  3.8667  11.8623  0.0019  -0.001  -0.0111
Si  2.343  9.8655  15.5102  0.0035  -0.0036  -0.0035
Si  6.0778  8.0808  19.7657  -0.0082  -0.0021  0.0033
Si  6.869  3.9775  22.3686  -0.0088  -0.0045  0.0002
Si  9.7363  2.7017  17.3548  0  0.0001  0.0008
O  7.1949  6.3387  13.9389  -0.0084  -0.0052  -0.0216
O  1.9247  6.971  18.5086  -0.0131  0.0091  0.0159
O  10.2149  3.9397  16.4511  0.0079  -0.0031  0.0007
O  6.1621  9.9239  17.0055  0.0008  -0.0071  0.0037
O  10.1488  0.6852  14.4569  -0.0193  -0.009  0.0081
O  8.4054  6.0362  18.8045  -0.0272  0.0182  0.0081
O  5.1741  0.6169  14.3849  -0.0055  -0.0076  -0.0069
O  5.6602  2.0087  17.4918  0.0024  0.0054  0.0254
O  8.3099  1.9726  20.515  -0.0005  -0.0144  -0.0002
O  1.965  4.1919  18.3965  0.0056  0.003  0.0083
O  6.9541  2.7617  10.6104  -0.0036  0.0191  -0.0005
O  4.8658  2.6715  12.1893  -0.0131  0.0237  -0.0218
O  6.0579  4.3048  16.2798  -0.0198  -0.0161  0.0096
O  4.557  3.8914  9.9119  -0.0139  -0.0305  0.0233
O  10.661  2.7013  21.5541  0.0137  0.0057  -0.0158
O  9.7122  6.1076  14.938  0.0038  -0.0216  -0.0176
O  5.9834  6.4476  19.8199  0.0326  0.0061  -0.0086
O  4.0718  0.1035  18.2648  0.0225  -0.0209  -0.006
O  9.2796  10.5239  12.2571  0.0093  0.0083  0.021
O  2.8401  4.2993  12.6939  -0.0145  -0.0209  0.0009
O  1.679  10.495  21.2422  -0.0247  -0.0288  -0.005
O  3.9503  2.6455  19.3813  0.0027  -0.0053  -0.0121
O  0.7291  9.9875  15.9219  -0.0134  -0.0007  -0.0055
O  1.2028  9.7103  18.802  -0.0005  -0.0105  0.0256
O  1.6841  1.5418  19.3482  -0.0021  0.0019  -0.0015
O  8.9428  10.3166  16.4576  -0.0014  0.0014  -0.0169
O  4.8858  8.5271  18.7406  0.0048  0.0118  0.0043
O  9.5648  8.7246  10.4673  -0.0197  -0.0109  0.0186
O  6.6798  4.0395  18.8266  0.0075  0.0015  -0.0167
O  2.8433  1.6411  13.3532  0.0144  0.0172  -0.0047
O  5.8104  8.7547  21.2157  0.0232  -0.0055  -0.0089
O  2.5343  2.4139  10.8425  0.0297  0.0269  0.0109
O  7.5676  4.8075  21.1441  -0.0221  0.0021  -0.0019
O  5.2072  7.442  12.5295  0.0285  -0.0072  -0.0033
O  0.436  9.0138  12.4704  -0.0063  -0.0171  0.0012
O  7.5885  1.019  13.5479  0.0069  -0.0232  0.0092
O  7.1149  9.5817  14.7  0.007  0.0219  -0.0062
O  8.9857  5.0033  12.6533  0.0254  -0.0057  0.0054
O  8.0556  7.9684  16.859  -0.0041  0.0042  0.0175
O  6.213  2.5311  21.9341  0.0224  0.0089  -0.0094
O  2.46  9.0036  14.0793  -0.0139  -0.0025  0.0092
O  0.4265  4.4612  11.7836  -0.0015  -0.0004  0.0199
O  0.9191  7.9752  20.7608  0.007  0.0237  -0.0169
O  9.3763  3.7957  10.3118  -0.0219  -0.0202  0.0183
O  9.6624  2.3564  12.5014  -0.0215  -0.0015  -0.0054
O  7.6318  8.4903  19.3511  -0.0107  -0.0277  -0.0041
O  2.5477  8.1045  11.3411  -0.0105  0.0037  -0.0144
O  3.9938  2.9841  15.3032  0.0002  0.0055  -0.0147
O  0.7593  4.3855  14.3488  -0.0044  0.0252  0.0002
O  10.07  2.9653  18.9356  -0.0069  -0.0171  -0.0103
O  9.1412  7.7732  12.9251  -0.0035  -0.0068  -0.0141
O  10.413  0.4833  20.0232  0.0089  0.0156  0.0032
O  6.0334  5.0082  11.8968  -0.0111  -0.0047  0.0129
O  8.1276  2.633  17.0567  0  0.0103  0.0172
O  3.5484  5.3432  16.6871  -0.0026  -0.0141  -0.0125
O  4.656  9.0981  10.3666  0.011  -0.0169  0.0076
O  1.5223  6.6132  13.1635  0.0009  -0.0024  -0.0034
O  4.7683  5.4339  14.3047  0.0091  -0.0082  0.0025
O  2.0244  3.7556  20.9456  -0.0116  -0.0164  -0.0078
O  10.5431  1.3368  16.9523  -0.0127  0.0072  -0.0039
O  0.9568  5.9069  16.4772  0.0005  -0.0238  -0.012
O  7.3491  10.9079  21.8557  -0.013  -0.0114  -0.0081
O  5.9148  0.9001  19.9018  -0.0011  0.0192  -0.0032
O  6.091  9.9889  12.3578  -0.0032  -0.0112  0.0113
O  2.848  0.4873  15.5605  0.0074  0.0019  0.0014
O  7.0419  7.9647  10.741  -0.004  0.0206  -0.0023
O  10.245  7.8839  18.5598  0.0064  -0.0003  0.0132
O  3.4457  9.146  16.5416  0.0058  0.0098  0.0051

Results
free energy: -145965.655 eV
free energy less fixed offsets of As -4857.07, O -569.03, Si -635.61 eV per atom: -0.235 eV

The program warned: the cutoff lies below the one the program advises for these potential files; the exchange-correlation potential is rough where the density is thin.
